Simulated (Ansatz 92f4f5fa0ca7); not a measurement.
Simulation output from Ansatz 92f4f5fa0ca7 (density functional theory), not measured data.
Periodic cell of 149 atoms, Si88O55N6, from a study of silicon, its oxide and their interface. The atomic structure is a simulated model.

Settings: functional r2SCAN; potential files Ansatz norm-conserving; basis plane waves; wave-function cutoff 1300 eV; density cutoff ratio 4; exchange-correlation grid ratio 1; k mesh 2 x 2 x 1, shifted by 0.5 0.5 0.5 of a step; self-consistency stop 5e-08 eV per atom in the density residual; occupations Fermi-Dirac, 0.05 eV; spin none; net charge 0.

Cell vectors (angstrom)
a, 10.88, 0, 0
b, 0, 10.88, 0
c, 0, 0, 21.0415

Atoms and the computed forces on them: element, x, y, z (angstrom), force x, y, z (eV/angstrom)
Si, -0.3804, -0.2316, 0.1364, -0.0199, -0.5791, 0.0476
Si, 2.9534, 2.454, 0.0549, -0.1066, -0.1604, -0.5802
Si, 0.0493, 5.8383, -0.3026, -0.4695, 0.5048, 0.056
Si, 2.2988, 8.8942, -0.2616, -0.0548, -0.0132, -0.2627
Si, 5.2973, 0.4535, -0.0472, -0.0816, 0.1641, -0.4632
Si, 7.8826, 3.0048, -0.0062, -0.1027, 0.3163, -0.4533
Si, 5.806, 5.4047, -0.008, 0.4172, 0.1237, -0.5408
Si, 8.429, 7.7946, 0.0902, -0.0271, 0.1469, -0.2115
Si, 1.2442, 1.2958, 1.2779, 0.1657, 0.0382, -0.2504
Si, 4.1224, 4.1496, 1.2261, 0.1226, -0.1279, -0.2005
Si, 1.4709, 6.9858, 1.1467, -0.0075, 0.1721, -0.4305
Si, 4.0419, 9.6898, 1.1543, 0.17, 0.0962, -0.1052
Si, 6.7633, 1.5135, 1.4175, 0.125, -0.1627, -0.1745
Si, 9.6596, 4.1321, 1.1744, 0.0082, 0.1479, -0.6846
Si, 6.8722, 6.7745, 1.5237, 0.1085, -0.0726, -0.4026
Si, 9.4062, 9.3537, 1.6368, -0.2303, -0.2738, -0.4344
Si, 0.0282, 2.753, 2.6177, -0.1127, 0.0193, 0.0456
Si, 2.6597, -0.0117, 2.6932, -0.1159, -0.1903, 0.034
Si, 0.0785, 8.0669, 2.757, 0.1302, 0.0672, 0.1147
Si, 2.7143, 5.4923, 2.5236, -0.1, -0.0343, -0.0569
Si, 5.4181, 2.8343, 2.7575, 0.0694, 0.073, 0.1075
Si, 8.0819, 0.0296, 2.7156, -0.3292, 0.1973, 0.0381
Si, 5.3758, 8.2324, 2.5911, -0.128, 0.1918, -0.136
Si, 8.2977, 5.3952, 2.7294, 0.0292, -0.2333, 0.12
Si, 1.3752, 4.1127, 3.9878, 0.023, -0.0351, -0.0009
Si, 4.0344, 1.3796, 4.0446, -0.0404, 0.2088, -0.0938
Si, 1.3553, 9.4731, 4.1322, 0.0183, -0.0505, -0.098
Si, 4.0141, 6.8247, 3.925, 0.0011, -0.0039, 0.0448
Si, 6.8869, 4.0808, 4.106, 0.0973, -0.0694, -0.1426
Si, 9.5635, 1.3422, 3.9909, 0.0814, -0.086, 0.0699
Si, 6.725, 9.5506, 4.0204, -0.0329, 0.1532, 0.0018
Si, 9.645, 6.7078, 4.1367, -0.0515, -0.0048, -0.1661
Si, -0.0518, -0.0539, 5.4741, 0.1077, 0.1181, 0.0861
Si, 2.6382, 2.6952, 5.4039, 0.0531, 0.0265, 0.1181
Si, 0.0845, 5.3532, 5.5416, -0.1641, 0.0326, -0.0583
Si, 2.6189, 7.9984, 5.4511, 0.0798, 0.1982, -0.0326
Si, 5.3808, -0.0084, 5.401, 0.0302, -0.1392, 0.0818
Si, 8.3041, 2.6869, 5.4054, -0.202, -0.0579, -0.0053
Si, 5.4102, 5.4953, 5.2495, 0.0355, 0.115, 0.186
Si, 8.2358, 8.2087, 5.2627, 0.038, -0.2017, 0.0268
Si, 1.3003, 1.2902, 6.8859, -0.1144, -0.0071, 0.0965
Si, 4.0396, 4.1409, 6.6255, -0.0517, 0.0306, -0.2641
Si, 1.3012, 6.6965, 7.0407, 0.1826, -0.0454, 0.1449
Si, 3.9717, 9.4197, 6.6732, -0.1071, -0.1764, -0.1819
Si, 6.9321, 1.2926, 6.6568, 0.2114, -0.0258, -0.1689
Si, 9.6371, 3.9701, 6.8962, 0.2503, -0.3008, 0.2618
Si, 6.8377, 6.8737, 6.4986, -0.1348, 0.1612, -0.2448
Si, 9.5311, 9.3603, 6.875, -0.0617, 0.1655, 0.0458
Si, 0.1132, 2.6372, 8.5333, 0.0802, -0.057, 0.2537
Si, 2.5759, -0.3119, 8.1467, -0.2586, -0.1739, 0.1761
Si, -0.1355, 7.9829, 8.5426, -0.1075, -0.0725, 0.1284
Si, 2.7962, 5.3187, 8.2936, 0.1061, -0.0141, 0.2565
Si, 5.4761, 2.7092, 7.7214, 0.1, 0.3069, 0.0912
Si, 8.1883, -0.0823, 8.1467, -0.035, 0.0401, 0.1486
Si, 5.4877, 8.1623, 7.8663, 0.0849, 0.1746, 0.2824
Si, 8.0944, 5.469, 7.7998, -0.0722, 0.1735, -0.1783
Si, 2.1901, 3.5245, 9.85, 0.6586, -0.3318, 0.324
Si, 4.1412, 1.2137, 8.8024, 0.1597, 0.0136, 1.1879
Si, 1.1151, 9.4754, 10.0242, 0.1128, 0.3908, 0.4077
Si, 4.506, 6.5737, 9.2753, 0.0727, 0.1519, 0.6532
Si, 6.5657, 4.3022, 9.0284, -0.2885, -0.4506, 0.865
Si, 9.7795, 0.8549, 9.6406, -0.4387, 0.1011, 0.5442
Si, 6.2909, 9.9375, 9.2488, -0.0316, 0.0356, 0.8783
Si, 9.0174, 6.5601, 9.6139, 0.0358, -0.2025, 0.6509
Si, -3.0991, -0.7679, 19.4321, -0.2596, 0.1986, -0.176
Si, 6.4175, 3.5646, 13.2338, -0.0566, -0.2324, 0.2693
Si, 7.276, 6.6103, 12.163, 0.1973, 0.4246, 0.5769
Si, 5.4807, -2.6285, 16.0976, -0.0067, 0.0297, -0.0771
Si, 8.796, 1.8554, 12.3458, -0.1796, -0.165, 0.2854
Si, 0.5631, 1.4724, 17.1803, 0.2054, -0.2557, -0.3317
Si, 3.1081, 2.9393, 12.7349, 0.1464, -0.1817, 0.131
Si, 1.4364, 9.2269, 13.2455, -0.1222, -0.034, 0.4923
Si, 9.0543, 2.8304, 18.3172, -0.2523, 0.2265, -0.3445
Si, 8.4947, 4.3132, 11.2557, 0.1198, -0.246, 0.1068
Si, 6.5729, 10.7573, 14.9018, -0.1214, 0.0556, 0.0484
Si, -1.2893, -0.3709, 14.1997, 0.0883, -0.0883, -0.1026
Si, 0.7617, 6.6789, 17.8094, 0.0583, 0.143, -0.4552
Si, -2.9162, 8.1849, 14.4876, -0.0541, -0.1884, -0.0633
Si, 3.9447, 0.0107, 13.1395, 0.1646, 0.3336, 0.2685
Si, 5.1599, 8.4552, 11.4833, 0.1858, 0.0185, 0.1871
Si, -4.1725, 7.3082, 18.7193, -0.2801, -0.0787, -0.2845
Si, 0.9578, 3.864, 18.9459, 0.1323, -0.3042, -0.4604
Si, -2.4275, 14.7952, 15.5121, -0.0864, 0.1964, -0.1826
Si, 1.663, 9.4767, 17.9899, 0.0264, -0.1718, -0.3472
Si, 8.8827, 6.5626, 16.554, -0.0091, 0.2137, -0.2053
Si, 2.4954, 7.8565, 15.6875, 0.1444, -0.1687, -0.1197
Si, 0.1882, 13.1994, 14.347, -0.1465, 0.0458, 0.0841
Si, 8.7124, 11.2512, 16.7707, -0.0224, -0.1566, -0.3475
O, -1.8557, 7.9609, 15.7179, -0.2708, -0.2456, 0.0026
O, -1.73, -0.1488, 20.1513, 0.4469, 0.0334, 0.0328
O, 1.9717, 3.2925, 20.0676, 0.0738, -0.176, 0.0788
O, -2.6026, 3.6199, 17.1158, 0.2872, -0.1733, 0.2169
O, -1.2684, 6.8306, -0.5837, 0.1822, -0.1857, 0.2239
N, 1.0151, 5.5999, 19.1465, -0.4591, -0.1841, 0.6702
O, 0.8325, 9.656, -0.3879, 0.0136, 0.1998, -0.0714
O, 2.7577, 9.1221, 19.176, -0.1639, -0.0999, 0.5453
O, 6.3489, -0.0445, 19.8209, 0.2186, -0.0642, 0.1433
O, 4.1098, 1.4674, 20.3383, -0.1765, 0.1364, 0.8708
O, 6.8568, 4.2238, -0.3915, -0.0203, -0.1166, 0.3008
O, 8.0602, 2.3739, 19.5061, 0.1679, 0.1162, 0.365
O, 5.7742, 6.2979, 19.6178, 0.1376, -0.2567, 0.5657
O, 2.2879, 9.2522, 16.502, -0.1538, -0.1389, 0.3356
O, 7.4604, 11.8185, 15.8167, 0.1891, -0.2343, 0.1238
O, 3.2473, 2.2679, 9.6947, -0.405, 0.2768, -0.0724
O, 2.569, 3.8382, 11.4765, -0.325, -0.0975, -0.9508
O, 5.3037, 0.4276, 14.0003, -0.135, -0.2008, -0.0811
O, 3.5122, 1.3934, 12.3967, -0.0951, 0.0756, 0.0292
O, 4.1233, 7.6189, 10.5307, 0.2705, -0.3098, -0.3466
O, 0.1098, 10.7623, 10.2137, -0.1659, -0.1247, -0.3112
O, 5.5136, 5.3445, 9.8344, 0.1693, 0.062, -0.7849
O, 7.8028, 7.0368, 10.6505, 0.3971, -0.2642, -0.3463
O, 7.6191, 3.5586, 10.087, -0.093, 0.4577, -0.0024
N, 7.251, 4.893, 12.3629, 0.2559, 0.1967, -0.5292
O, 8.4772, 5.5189, 15.4008, 0.0986, -0.1073, 0.2269
O, 8.801, 0.9851, 10.9805, 0.4805, 0.109, -0.3275
O, 5.2803, 11.2119, 9.6491, -0.0499, -0.2579, -0.7567
O, 6.3804, 9.2306, 10.7316, -0.2481, -0.0963, -0.3201
O, 5.8462, 7.329, 12.4343, -0.0818, 0.1449, -0.3559
O, 9.6061, 5.3234, 10.5821, -0.3698, 0.3509, -0.2183
O, -8.3804, -0.4931, 13.7589, -0.0239, -0.1704, -0.2581
N, -1.1341, 1.517, 17.4998, -0.0009, 0.0172, 0.283
O, 4.7171, 3.5255, 13.1863, -0.1577, -0.135, -0.1562
O, -0.6616, 14.5265, 19.1006, 0.1013, -0.1866, 0.1003
O, -0.1404, 9.5432, 13.5655, 0.1252, 0.1036, 0.0039
O, 8.3521, -3.5542, 13.1731, -0.3247, -0.1593, -0.0996
O, 4.3511, -1.2848, 12.2704, 0.0151, -0.0716, -0.1038
O, 9.9391, 3.4165, 14.9354, 0.0448, -0.2199, 0.037
O, 9.4858, 3.2953, 12.0314, -0.2197, -0.1066, -0.2772
N, -2.9852, -0.9937, 14.0805, 0.2402, -0.0947, 0.2289
O, 1.6227, 2.8637, 13.6194, 0.0485, -0.0679, -0.0494
O, -8.9503, 6.6413, 16.6362, -0.3021, 0.2576, 0.2536
O, 5.6427, 18.834, 17.6773, 0.2097, -0.0319, 0.0314
O, 0.8376, 12.3481, 15.5779, -0.2065, 0.055, 0.2142
O, -1.0917, 10.4907, 15.8189, -0.1753, 0.1657, -0.026
O, 4.0903, 7.6674, 15.5284, -0.0852, 0.1902, 0.1011
O, 6.5713, 7.5876, 15.1012, 0.2101, 0.2751, 0.0795
N, 7.5397, 19.3188, 19.7542, 0.3923, -0.061, 0.4692
N, 9.8637, 1.2162, 13.5528, -0.0281, 0.053, -0.1153
O, 1.5239, 9.0189, 11.6072, -0.173, 0.2395, -0.9786
O, 8.0071, 10.2631, 17.8316, 0.0864, 0.2156, 0.3425
O, -3.0522, 6.5807, 17.7835, -0.1218, 0.0962, 0.1891
O, -3.8493, 3.5537, 14.7635, 0.203, 0.0525, -0.1842
O, 1.2705, 2.881, 17.6621, -0.1994, 0.1861, 0.316
O, 7.1967, 2.1916, 12.6578, 0.1885, 0.1801, -0.0588
O, -5.1545, 9.8446, 15.9542, 0.1075, -0.1885, -0.2203
O, 1.8176, -2.9562, 14.1932, 0.0363, 0.3398, -0.03
O, -0.568, -4.7707, 17.1109, -0.0519, 0.1324, 0.1212
O, 1.1754, 11.0366, 17.9618, -0.0545, -0.0369, 0.0352
O, 0.5461, 8.2657, 18.1897, 0.1741, 0.0329, -0.0014

Results
free energy: -37632.676 eV
free energy less fixed offsets of N -289.75, O -463.61, Si -117.95 eV per atom: -16.026 eV
pressure: -2.75 GPa
stress xx, yy, zz, yz, xz, xy (GPa, positive in tension): 5.33, 0.45, 2.47, -1.26, -0.03, 0.15
